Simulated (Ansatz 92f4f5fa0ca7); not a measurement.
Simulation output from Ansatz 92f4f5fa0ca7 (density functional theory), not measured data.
Periodic cell of 192 atoms, Si128O64, from a study of silicon, its oxide and their interface. The atomic structure is a simulated model.
This geometry differs little from another in the collection (a relaxation step or a small displacement).

Settings
functional: r2SCAN
potential files: Ansatz PAW
basis: plane waves
wave-function cutoff: 800 eV
density cutoff ratio: 5
exchange-correlation grid ratio: 1
k mesh: 1 x 1 x 1, shifted by 0.5 0.5 0 of a step
self-consistency stop: 1e-10 eV per atom in the density residual
occupations: fixed
spin: none
net charge: 0

Cell vectors (angstrom)
a	10.888	0	0
b	0	10.888	0
c	0	0	28.6594

Atoms: element, x, y, z (angstrom)
Si	-0.5246	0.2607	0.4117
Si	2.6601	2.1612	0.2396
Si	0.0295	6.083	-0.0897
Si	2.907	7.9002	0.1364
Si	5.1888	0.2476	-0.0229
Si	6.7516	1.3171	1.3786
Si	4.6648	5.2275	-0.2109
Si	8.3954	8.0421	-0.0769
Si	1.2236	1.1387	1.6664
Si	3.7809	3.888	1.4295
Si	1.3744	6.9304	1.5906
Si	4.1269	9.4966	1.285
Si	8.577	1.7925	-0.0377
Si	9.8333	4.2527	1.0832
Si	6.8901	6.7175	1.1452
Si	9.3333	9.4638	1.5703
Si	-0.0163	2.7958	2.7204
Si	2.7751	-0.1466	2.8136
Si	-0.0367	8.2319	2.8793
Si	2.6155	5.3806	2.8241
Si	5.4277	2.7483	2.6988
Si	7.9863	-0.038	2.852
Si	5.4768	8.0611	2.5883
Si	8.3121	5.4469	2.5672
Si	1.2921	4.0616	4.1958
Si	4.1136	1.3334	4.085
Si	1.3834	9.5053	4.2097
Si	4.0839	6.7753	4.0315
Si	6.8671	4.1236	3.9755
Si	9.4544	1.4011	4.0477
Si	6.7028	9.4253	4.132
Si	9.5267	6.7698	4.1114
Si	-0.0116	0.062	5.4138
Si	2.7302	2.6922	5.4402
Si	-0.0376	5.4377	5.5339
Si	2.74	8.1055	5.4908
Si	5.4051	-0.0435	5.4943
Si	8.1309	2.7428	5.4396
Si	5.493	5.4557	5.3705
Si	8.1572	8.14	5.4419
Si	1.3501	1.3698	6.8014
Si	4.12	4.0883	6.7305
Si	1.3704	6.7829	6.8627
Si	4.0509	9.5083	6.8662
Si	6.797	1.3547	6.8111
Si	9.4864	4.0704	6.8588
Si	6.8059	6.799	6.7904
Si	9.5329	9.548	6.7496
Si	0.0198	2.7156	8.1761
Si	2.6836	0.0232	8.1827
Si	-0.0084	8.2115	8.1467
Si	2.785	5.4143	8.1518
Si	5.4343	2.7558	8.1426
Si	8.2027	0.0011	8.1453
Si	5.4758	8.1522	8.1678
Si	8.1348	5.4659	8.1853
Si	1.4281	4.0572	9.5022
Si	4.0593	1.4215	9.4999
Si	1.3319	9.5595	9.5379
Si	4.1469	6.7713	9.5238
Si	6.762	4.1276	9.54
Si	9.5526	1.3545	9.5303
Si	6.8486	9.5246	9.5008
Si	9.5152	6.8501	9.498
Si	0.0088	0.0287	10.9599
Si	2.7731	2.7709	10.9674
Si	0.0523	5.4679	10.7415
Si	2.7693	8.1748	10.7704
Si	5.4706	0.0551	10.7552
Si	8.1655	2.7623	10.8028
Si	5.4589	5.4626	11.0137
Si	8.1711	8.1747	10.9294
Si	1.3985	1.4136	12.3094
Si	4.1125	4.116	12.4454
Si	1.4444	6.7773	12.0761
Si	4.1199	9.5785	12.0623
Si	6.7929	1.4121	12.1274
Si	9.5574	4.1529	12.0724
Si	6.8315	6.8493	12.3827
Si	9.5298	9.5203	12.301
Si	-0.033	2.8522	13.5189
Si	2.8336	-0.014	13.5257
Si	0.1335	8.0891	13.4515
Si	2.6675	5.5606	13.7052
Si	5.5507	2.6766	13.7206
Si	8.0922	0.0642	13.5242
Si	6.3211	10.1411	14.8575
Si	8.322	5.4427	13.6172
Si	1.2238	3.415	16.9524
Si	4.5341	0.8673	14.9133
Si	2.1991	10.2268	18.1402
Si	3.5848	7.4622	14.8376
Si	7.5143	3.5441	14.7818
Si	9.1428	1.7675	14.7034
Si	5.3921	8.3384	13.5925
Si	10.1243	6.4178	14.8625
Si	-0.8734	1.0613	16.7957
Si	5.8232	2.4433	18.9379
Si	0.8616	4.5693	14.903
Si	5.2936	7.2338	17.5037
Si	3.5336	1.1838	17.0891
Si	12.6606	-1.7084	14.7286
Si	6.2455	8.9904	23.2244
Si	11.3509	9.8536	16.6075
Si	19.1445	-10.4363	18.3808
Si	-27.4296	13.9935	21.9585
Si	-14.665	0.8868	23.1831
Si	-11.8876	18.8206	16.722
Si	-20.2489	21.935	21.1664
Si	-2.5625	-24.9306	21.6555
Si	-6.2579	3.2934	25.9459
Si	2.1665	14.0589	21.7651
Si	-18.4641	19.666	22.3733
Si	-3.7802	4.796	17.6504
Si	-7.8819	6.569	24.2234
Si	-9.0704	-14.1349	26.7558
Si	-21.0936	-28.3413	24.1505
Si	9.3004	32.5198	21.4061
Si	11.0916	-0.6489	26.0981
Si	12.1731	5.2385	19.5735
Si	-15.9805	5.1665	23.7323
Si	8.886	-4.805	24.0803
Si	12.6125	-8.74	26.0046
Si	-4.1324	1.0854	26.3505
Si	19.3692	8.7066	25.5549
Si	25.076	18.5355	19.4624
Si	-3.725	9.5805	17.0097
Si	9.378	-4.7061	19.2295
O	-13.3347	-14.6682	-8.4834
O	-0.009	0.0567	-7.0324
O	-1.7713	6.719	-6.0417
O	1.9701	-9.1919	-7.4844
O	-2.4509	-27.5979	-10.1262
O	9.6466	-1.0157	-3.2883
O	-14.6382	0.7891	-3.8508
O	4.5739	-4.6492	-4.7849
O	-14.2879	14.7838	-12.2773
O	16.2317	-8.3499	-8.196
O	-9.93	3.4698	-5.8615
O	-5.0442	-6.2901	-6.4562
O	-4.9244	8.7015	-10.957
O	-12.7967	-1.6868	-6.8866
O	8.0181	8.7064	-1.5374
O	8.1664	-9.5151	-1.5681
O	-6.9848	12.1273	28.3363
O	20.9663	-16.7937	24.2327
O	-11.7099	-3.734	18.1386
O	-23.5718	-3.6442	25.1947
O	-15.79	3.9758	18.4641
O	-26.7477	-0.0698	27.1738
O	-3.7371	-1.9959	24.5949
O	-28.6928	-15.0924	28.4358
O	12.53	-11.1785	19.6257
O	-19.3146	-11.6288	22.1562
O	-8.8815	28.462	19.5507
O	11.7796	-15.4675	27.1547
O	-15.5487	-5.3199	28.79
O	-6.2588	-1.9506	23.3229
O	6.4787	27.9705	17.1642
O	23.1246	26.3047	18.1222
O	-1.2718	7.0151	28.2595
O	10.6122	-16.3202	19.9952
O	23.7152	16.2386	24.2051
O	-2.5055	30.326	16.6337
O	18.1227	12.5708	18.7232
O	6.7832	18.7522	22.1738
O	-3.5707	16.4665	24.1783
O	8.9942	3.3692	28.6291
O	-4.4355	10.4437	22.5737
O	22.8234	-2.0303	25.9947
O	15.0673	28.9247	16.3366
O	4.3851	4.4838	27.0217
O	0.023	-8.5279	17.3237
O	-7.9187	-3.7171	25.7157
O	14.1757	2.4305	25.5652
O	16.7018	-8.5129	26.5243
O	-0.0324	10.4992	27.6575
O	2.4462	29.4201	23.1378
O	-8.3194	13.3867	16.8736
O	-2.3274	0.9052	22.4291
O	-17.0716	1.616	18.1359
O	-18.0727	8.2396	20.9034
O	-16.5048	14.8346	24.637
O	-10.1301	14.1503	25.3606
O	8.89	21.8275	19.8436
O	3.6661	24.953	22.3875
O	15.4555	-4.0642	18.887
O	-9.1772	2.4636	27.5959
O	17.0498	13.0075	22.8343
O	46.6019	19.74	18.3975
O	23.8474	-17.4826	20.6111
O	-20.6804	0.6632	25.6084

Results
free energy: -118371.857 eV
free energy less fixed offsets of O -570.45, Si -639.56 eV per atom: 0.623 eV

Forces (eV/angstrom), in the order of the atoms: element, x, y, z
Si	0.0004	-0.0007	-0.0008
Si	-0.0001	-0.0007	-0.0022
Si	-0.0011	0.0008	0.0004
Si	-0.0014	-0.0016	-0.0002
Si	-0.0001	-0.0015	-0.0018
Si	0.0009	-0.0003	-0.0003
Si	0.0017	0.0003	-0.0028
Si	-0.0003	0.0012	-0.0008
Si	-0.0002	-0.0013	-0.0007
Si	-0.0009	-0.0006	-0.0003
Si	0.0009	0.0002	0.0001
Si	0.0015	0.0021	-0.0004
Si	0.0002	-0.0003	0.0003
Si	-0.0015	-0.001	-0.0009
Si	-0.0005	-0.0016	-0.0028
Si	-0.0009	0.0001	-0.0009
Si	-0.0006	0.0013	0.0003
Si	-0.0013	0.0004	-0.0004
Si	-0.0006	-0.0004	-0.0002
Si	0.0001	-0.0002	-0.0007
Si	0.001	0.0002	-0.0007
Si	0.0004	-0.0001	-0.001
Si	-0.0011	-0.0004	-0.0005
Si	-0.0014	-0.0008	0.0002
Si	-0.0004	0.0004	-0.0008
Si	-0.0009	-0.0005	-0.0006
Si	0.0009	-0.0002	0.0008
Si	0.0008	0.0003	0.0004
Si	0.0012	-0.0001	0.0009
Si	0.0002	0.0003	-0.0004
Si	-0.0007	-0.0002	0.0004
Si	0.0003	-0.001	0.0008
Si	-0.0003	-0.0003	0
Si	0.0011	0	0.0004
Si	0	0.0002	0.0002
Si	0.0011	-0.0001	-0.0007
Si	-0.0002	-0.0002	0.0001
Si	-0.0003	0.0004	-0.0006
Si	-0.0004	-0.0006	-0.0001
Si	-0.0002	-0.0009	0.0002
Si	0.0003	-0.0002	-0.0004
Si	-0.0003	0.0003	-0.0005
Si	-0.0009	-0.0008	-0.0007
Si	0	-0.0001	-0.0004
Si	0	0.0004	-0.0008
Si	-0.0003	-0.0003	-0.0004
Si	0.0003	-0.0004	-0.0002
Si	-0.0001	-0.0005	-0.0008
Si	-0.0003	-0.0001	0
Si	-0.0006	0	0.0001
Si	0	0.0001	-0.0001
Si	0.0008	-0.0006	-0.0001
Si	0.0004	0.0006	0
Si	0	0	0.0003
Si	-0.0004	-0.0005	-0.0001
Si	-0.0008	-0.0001	0.0001
Si	0.0001	0.0002	-0.0003
Si	-0.0001	0.0002	-0.0002
Si	-0.0004	-0.0006	0
Si	0.0003	-0.0005	-0.0002
Si	-0.0006	-0.0005	-0.0005
Si	-0.0003	0.0002	-0.0001
Si	0.0001	-0.0001	0.0002
Si	0.0003	-0.0005	-0.0003
Si	0.0001	-0.0002	0.0007
Si	-0.0005	-0.0003	0
Si	-0.0006	-0.0006	0.0004
Si	-0.0001	-0.0003	0.0002
Si	-0.0006	-0.0001	0.0002
Si	0.0003	0.0003	-0.0001
Si	-0.0001	0.0001	0.001
Si	-0.0007	-0.0011	0.0011
Si	0	-0.0004	0.0001
Si	0.0003	-0.0004	0.0017
Si	-0.0005	-0.0004	-0.0001
Si	0	-0.0013	0.0007
Si	-0.0011	0.0003	0.0001
Si	0.0001	0	0.0011
Si	-0.0003	-0.0004	0.0007
Si	0.0004	0.0002	0.0014
Si	0	0.0013	-0.001
Si	0.0001	0.0015	-0.0001
Si	-0.001	-0.0017	-0.0004
Si	0.0008	-0.0008	-0.0011
Si	-0.0013	-0.0005	0.0007
Si	-0.002	-0.0003	0.0005
Si	0.0001	-0.0013	-0.0004
Si	-0.0008	0	-0.0015
Si	-0.0005	-0.004	0.0005
Si	-0.0002	0.0006	0.001
Si	0.0038	-0.0006	-0.0011
Si	-0.0004	-0.0006	0.0019
Si	-0.0026	0.001	0.0113
Si	0.0014	-0.0006	0.0006
Si	0.0008	-0.0004	-0.0003
Si	-0.0006	0.001	0.0005
Si	0.0012	-0.0008	0.0028
Si	-0.0033	0.0053	-0.0015
Si	0	0.0004	0.0017
Si	-0.0015	-0.0002	-0.0027
Si	-0.0005	0.0018	0.002
Si	-0.001	-0.0023	0.0029
Si	0.0003	-0.0001	0.0014
Si	-0.0022	0.0008	-0.0007
Si	-0.0011	0.0009	-0.0021
Si	0.0007	0.003	-0.001
Si	-0.0006	0.0012	0.0013
Si	-0.0056	-0.0008	-0.001
Si	-0.0012	-0.0005	-0.0015
Si	-0.0001	-0.0005	-0.0016
Si	0.0011	0.0001	0.0015
Si	-0.0001	0.0002	-0.001
Si	-0.0003	-0.0014	0
Si	0.0048	-0.0144	-0.0025
Si	0.0007	-0.0003	0.0013
Si	-0.0002	0.0003	0.0022
Si	-0.0006	0.001	0.0012
Si	-0.0005	-0.0006	-0.0017
Si	0.0004	-0.0007	0.0019
Si	-0.0014	-0.0003	-0.0022
Si	0.0008	-0.001	0.0005
Si	0.0018	-0.0005	0.0017
Si	-0.0009	-0.0009	0.0042
Si	0.0008	0.0001	0.0007
Si	0.0003	0.001	0.0025
Si	-0.0004	-0.0004	-0.0022
Si	0.002	-0.0058	-0.0017
Si	-0.0012	-0.0013	-0.0013
O	0.0019	-0.001	0.0002
O	0.0002	0.0003	-0.0003
O	-0.0006	0.0004	-0.0002
O	0.002	0.0026	0.0025
O	-0.0123	-0.0023	-0.0056
O	-0.0007	-0.0007	0.0005
O	-0.0019	0.0017	-0.0008
O	0.0005	-0.0012	-0.0015
O	-0.0011	0.0111	0.0099
O	0.0049	0.0013	-0.0081
O	0.0009	0.0013	-0.0007
O	-0.0004	-0.0019	0.0012
O	0.0009	-0.0008	-0.0001
O	-0.0008	-0.0005	0.0002
O	0.0005	-0.0007	-0.0004
O	-0.0014	-0.0005	-0.0008
O	0.0003	0.0003	-0.0007
O	0.0006	-0.0005	0.0011
O	-0.0017	-0.0009	0.0005
O	-0.0007	0	0
O	0.0092	-0.0089	-0.0116
O	0.0006	0.0013	-0.001
O	-0.0009	-0.0013	0.0001
O	-0.0004	-0.0013	0.0002
O	-0.0016	0.0003	0.001
O	-0.0003	-0.0016	0.0006
O	0.0001	-0.001	0.0005
O	0.0015	0.0001	-0.0004
O	-0.003	-0.0012	0.0015
O	0.0002	-0.0003	-0.0006
O	-0.0009	-0.0009	0.0021
O	-0.0005	0.0009	0.0009
O	-0.0003	-0.0006	-0.001
O	-0.0005	0.0007	-0.0009
O	0.0012	-0.0001	0.0025
O	0.0001	-0.0005	0.0009
O	-0.0023	-0.0006	0.0001
O	0.0002	-0.0004	0.0004
O	0.0005	-0.0008	0.0028
O	-0.0005	-0.0009	-0.0008
O	-0.0002	0.0004	0.0009
O	-0.0001	-0.0003	0
O	0.0011	0.0005	0.0024
O	0.0014	0.0015	0.0008
O	0.0006	0.0019	-0.0009
O	0.0019	-0.0004	-0.0029
O	0.0016	0.0006	0.0017
O	-0.0021	0.0003	0.0025
O	-0.0004	0.001	0.0014
O	0.0011	-0.0009	0.0003
O	0.0015	-0.0007	0.0009
O	-0.0013	0.0008	0.0002
O	0.0017	0.004	0.0047
O	-0.0005	-0.0003	-0.0003
O	-0.0005	-0.0009	0.0012
O	0.0012	-0.0008	-0.0004
O	0	0.0004	0.0022
O	-0.0018	-0.0006	-0.0026
O	-0.0007	0.0007	-0.0011
O	0.0019	-0.0009	-0.0002
O	0.0001	-0.0007	0.0032
O	-0.0023	-0.0004	0.0019
O	-0.0012	-0.0029	0.0006
O	0.0008	0.0003	-0.0007

The program warned: the cutoff lies below the one the program advises for these potential files; the forces do not sum to zero within the program's tolerance; empty levels may hold ghost states of the PAW files; the exchange-correlation potential is rough where the density is thin.
